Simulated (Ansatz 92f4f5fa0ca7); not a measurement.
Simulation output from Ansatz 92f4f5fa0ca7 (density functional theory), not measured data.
Periodic cell of 213 atoms, Si129O80As4, from a study of silicon, its oxide and their interface. The atomic structure is a simulated model.
Doubt: the cutoff is far below the 930 eV that the study's wrapper takes by default for these files, so forces and energies are approximate.
This geometry differs little from another in the collection (a relaxation step or a small displacement).

Settings
functional: PBE
potential files: Ansatz PAW
basis: plane waves
wave-function cutoff: 580 eV
density cutoff ratio: 5
exchange-correlation grid ratio: 1
k mesh: 1 x 1 x 1, Gamma-centred
self-consistency stop: 5e-08 eV per atom in the density residual
occupations: fixed
spin: none
net charge: 0

Cell vectors (angstrom)
a, 10.938, 0, 0
b, 0, 10.938, 0
c, 0, 0, 31.4597

Atoms: element, x, y, z (angstrom)
Si, 0.3204, -0.2163, 24.2141
Si, 6.0423, -0.6764, 23.9837
As, 2.3205, 3.1475, 23.8624
Si, 8.0682, 2.9657, 24.0535
As, 0.4785, 5.0061, 23.8386
Si, 6.1182, 4.6812, 23.9744
Si, 2.0447, 8.8514, 24.0096
Si, 7.9121, 8.4305, 24.035
Si, 1.4332, 1.4555, 25.4152
Si, 6.8777, 1.2409, 25.2363
Si, 4.1484, 4.0403, 25.2634
Si, 9.6959, 4.0903, 25.3523
Si, 1.388, 6.8334, 25.2364
Si, 6.8357, 6.6858, 25.2179
Si, 4.0955, 9.5154, 25.2026
Si, 9.5646, 9.52, 25.3736
Si, 2.8192, 0.0053, 26.6685
Si, 8.234, -0.0064, 26.6996
Si, 0.0012, 2.7069, 26.7422
Si, 5.4738, 2.6428, 26.6475
Si, 2.8096, 5.4981, 26.6229
Si, 8.265, 5.46, 26.6684
Si, 0.0145, 8.1297, 26.6928
Si, 5.4415, 8.109, 26.6143
Si, 4.1018, 1.3673, 28.0415
Si, 9.5708, 1.3673, 28.0415
Si, 1.3673, 4.1018, 28.0415
Si, 6.8362, 4.1018, 28.0415
Si, 4.1018, 6.8362, 28.0415
Si, 9.5708, 6.8362, 28.0415
Si, 1.3673, 9.5708, 28.0415
Si, 6.8362, 9.5708, 28.0415
Si, 0, 0, 29.4087
Si, 5.469, 0, 29.4087
Si, 2.7345, 2.7345, 29.4087
Si, 8.2035, 2.7345, 29.4087
Si, 0, 5.469, 29.4087
Si, 5.469, 5.469, 29.4087
Si, 2.7345, 8.2035, 29.4087
Si, 8.2035, 8.2035, 29.4087
Si, 1.3673, 1.3673, 30.776
Si, 6.8362, 1.3673, 30.776
Si, 4.1018, 4.1018, 30.776
Si, 9.5708, 4.1018, 30.776
Si, 1.3673, 6.8362, 30.776
Si, 6.8362, 6.8362, 30.776
Si, 4.1018, 9.5708, 30.776
Si, 9.5708, 9.5708, 30.776
Si, 2.7345, 0, 0.6835
Si, 8.2035, 0, 0.6835
Si, 0, 2.7345, 0.6835
Si, 5.469, 2.7345, 0.6835
Si, 2.7345, 5.469, 0.6835
Si, 8.2035, 5.469, 0.6835
Si, 0, 8.2035, 0.6835
Si, 5.469, 8.2035, 0.6835
Si, 4.1018, 1.3673, 2.0507
Si, 9.5708, 1.3673, 2.0507
Si, 1.3673, 4.1018, 2.0507
Si, 6.8362, 4.1018, 2.0507
Si, 4.1018, 6.8362, 2.0507
Si, 9.5708, 6.8362, 2.0507
Si, 1.3673, 9.5708, 2.0507
Si, 6.8362, 9.5708, 2.0507
Si, 0, 0, 3.418
Si, 5.469, 0, 3.418
Si, 2.7345, 2.7345, 3.418
Si, 8.2035, 2.7345, 3.418
Si, 0, 5.469, 3.418
Si, 5.469, 5.469, 3.418
Si, 2.7345, 8.2035, 3.418
Si, 8.2035, 8.2035, 3.418
Si, 1.3533, 1.4319, 4.7673
Si, 6.8178, 1.4531, 4.7755
Si, 4.0309, 4.1167, 4.7736
Si, 9.5206, 4.0761, 4.8218
Si, 1.3702, 6.9196, 4.7811
Si, 6.8507, 6.9007, 4.8275
Si, 4.0509, 9.5559, 4.8047
Si, 9.4868, 9.584, 4.7766
Si, 2.5947, -0.0131, 6.1092
Si, 8.1779, 0.0859, 6.1342
Si, -0.0313, 2.7026, 6.1968
Si, 5.3621, 2.7596, 6.1661
Si, 2.7255, 5.5308, 6.161
Si, 8.1616, 5.4771, 6.2306
Si, -0.0379, 8.2936, 6.1346
Si, 5.486, 8.2963, 6.2504
Si, 4.2996, 0.9702, 7.4201
As, 9.9525, 0.9474, 7.635
Si, 0.8482, 4.6251, 7.334
Si, 6.2637, 4.5682, 7.4169
Si, 4.5827, 6.4101, 7.4049
Si, 10.0821, 6.4019, 7.3411
As, 0.8664, 10.0348, 7.6177
Si, 6.2575, 10.3383, 7.3963
O, 4.249, 6.7802, 8.9979
O, 6.4663, 4.0431, 8.9909
O, 10.1356, 6.5942, 9.0186
O, 1.0356, 4.6804, 9.0099
O, 3.691, 1.3306, 8.9526
O, 6.7112, 10.5654, 8.9903
O, 5.7431, 4.7334, 22.3364
O, 8.8135, 2.4069, 22.6399
O, -0.2663, 11.4302, 22.8099
O, 2.1299, 8.705, 22.3414
O, 8.6507, 7.6772, 22.705
O, 5.5451, 10.5159, 22.4142
Si, 4.7917, 5.3808, 14.4621
Si, 8.5362, -1.4377, 12.5405
Si, 14.7483, 15.5499, 19.1105
Si, 9.0181, 3.5229, 14.6463
Si, 5.4225, 22.4948, 21.1758
Si, 1.9996, 6.8183, 18.9829
Si, 9.9643, 6.1271, 18.7869
Si, 5.8273, 3.6058, 21.1606
Si, -8.9934, -8.3896, 17.6456
Si, 5.3501, -1.0182, 15.1748
Si, 7.9933, 3.6326, 18.9192
Si, -1.754, 8.0845, 21.21
Si, 11.3074, 5.8765, 9.9378
Si, 3.1442, 1.6442, 10.4548
Si, 4.8717, 14.0946, 12.3144
Si, 0.5466, 9.8033, 12.8362
Si, 1.9001, 6.2824, 14.5632
Si, 15.6159, 0.2607, 12.5343
Si, 12.0342, 3.1689, 14.7594
Si, 2.2181, 7.5145, 11.7133
Si, -0.5844, 12.8219, 18.9813
Si, 9.6996, 12.2484, 21.7912
Si, 5.0105, 7.1344, 10.3984
Si, 11.6082, 1.9206, 11.9677
Si, -3.1064, -0.5895, 19.9203
Si, -1.429, 10.515, 17.3204
Si, 5.9962, 4.9226, 17.1433
Si, 12.1304, -1.8437, 21.0575
Si, -2.4884, 6.1603, 16.2572
Si, 6.6824, 9.8729, 10.4533
Si, 7.0633, 7.5222, 14.1654
Si, -4.1515, 4.5161, 10.5177
Si, 13.7942, 11.0776, 19.5734
Si, 3.2323, -1.8838, 17.4496
Si, 7.823, 0.7045, 14.9051
Si, -1.3591, 15.1348, 11.7271
Si, 11.679, -1.9591, 15.7973
O, 8.8714, 0.4529, 16.1162
O, -7.9895, 7.4602, 17.7904
O, 6.8957, 3.6837, 17.7116
O, 1.508, 8.017, 19.9153
O, 6.0362, 6.2846, 13.9081
O, -3.0387, 8.8544, 20.5639
O, 7.1972, 3.847, 20.3173
O, 5.8801, 2.083, 21.754
O, 10.7448, -5.6732, 11.3388
O, 4.4045, 9.4884, 16.4152
O, -1.3439, 6.8826, 20.187
O, 8.231, 9.8646, 10.9768
O, 10.4545, -8.1159, 14.948
O, 1.5436, 12.8771, 10.5758
O, 4.9597, 5.4004, 18.2829
O, 0.4539, 2.8946, 18.2295
O, 11.7963, -1.0861, 14.4309
O, 6.3329, 3.4657, 11.6748
O, 4.3453, 4.3497, 13.2845
O, 6.3363, 11.0009, 19.9289
O, 6.3056, 0.2992, 15.4012
O, 4.4626, -0.752, 13.8027
O, 13.4107, 1.2021, 18.3998
O, 1.4942, 6.9764, 10.3582
O, 10.2008, 13.6226, 11.6429
O, 1.7369, 9.0462, 12.018
O, 13.9032, 3.7478, 18.0293
O, 9.033, 4.3851, 13.253
O, 15.4258, 3.6816, 20.2443
O, 1.3112, 4.7892, 14.8528
O, 8.7736, -6.3243, 15.8348
O, 6.329, 8.6441, 15.0525
O, -2.494, 7.0799, 14.9209
O, 8.4054, 4.5274, 10.653
O, -2.1772, 2.2112, 18.7453
O, 9.4179, 6.7844, 17.3946
O, 16.2111, 4.4916, 15.7493
O, -1.7246, 15.6353, 18.8904
O, 4.9683, 12.6924, 13.1426
O, 5.955, 8.439, 10.2289
O, 8.7039, 11.2568, 20.9634
O, 1.8479, 9.5975, 16.8065
O, -5.0202, 10.7293, 11.6045
O, 12.5009, -0.3717, 20.4476
O, 11.574, 16.9746, 18.5277
O, 3.4165, 11.3298, 11.4981
O, 10.265, -1.6845, 16.5886
O, 21.0155, -1.9356, 12.6367
O, 10.5338, 9.0042, 21.3983
O, 2.8803, 16.6739, 19.8213
O, -0.3181, 1.9881, 20.6027
O, 14.4491, 6.3038, 14.9023
O, 10.569, -10.5049, 18.2372
O, 11.9965, 7.3948, 15.4406
O, -3.0283, 13.2529, 14.5752
O, 8.3238, -0.816, 18.3761
O, 1.4817, 2.6011, 13.2543
O, 1.7631, 6.6016, 12.9785
O, 6.0197, 5.9246, 10.8224
O, 3.5702, 9.8043, 18.8518
O, -3.9982, 6.2174, 16.8806
O, 3.8713, 13.9304, 11.0335
O, 1.9041, 2.4434, 15.999
O, 11.2662, 11.317, 12.3202
O, 7.5485, -2.7265, 12.7823
O, 3.8453, 7.4349, 11.5111
O, 3.8998, 0.7713, 20.6435
O, -2.7032, 10.7283, 13.595

Results
free energy: -146929.663 eV
free energy less fixed offsets of As -4856.12, O -568.88, Si -635.61 eV per atom: -1.093 eV

Forces (eV/angstrom), in the order of the atoms: element, x, y, z
Si, -0.1454, -0.1919, -0.165
Si, -0.02, -0.0541, -0.1272
As, 0.0268, -0.0316, 0.0143
Si, -0.1595, -0.1221, -0.0319
As, -0.03, 0.0146, 0.0456
Si, 0.1031, -0.0473, -0.0584
Si, 0.0047, 0.1422, -0.0681
Si, 0.0045, -0.0329, -0.0505
Si, 0.0332, 0.047, -0.0236
Si, 0.0602, 0.1691, 0.0164
Si, -0.05, 0.0706, -0.0034
Si, -0.0001, -0.0049, -0.0544
Si, 0.0545, -0.0411, -0.0134
Si, -0.0184, 0.0294, 0.0019
Si, -0.0459, -0.03, 0.0006
Si, 0.065, 0.0709, 0.0229
Si, 0.0054, -0.0615, -0.041
Si, -0.0483, -0.0837, -0.006
Si, 0.0825, 0.0727, -0.0108
Si, 0.0762, -0.0483, -0.0747
Si, -0.0309, -0.0524, -0.0277
Si, -0.0578, 0.0239, -0.0321
Si, -0.0603, 0.0618, -0.1042
Si, 0.0487, 0.0371, -0.0225
Si, 0.2397, -0.1268, 0.5039
Si, -0.1397, -0.1571, 0.5131
Si, 0.3338, 0.3313, -0.2353
Si, 0.0828, -0.2525, -0.4331
Si, 0.0728, -0.0482, 0.2639
Si, -0.0424, -0.0857, 0.4598
Si, 0.1956, -0.0265, -0.3378
Si, -0.2155, -0.3014, -0.383
Si, -0.0422, 0.0559, -0.0058
Si, -0.1194, 0.0023, 0.0305
Si, 0.0577, 0.0586, -0.027
Si, -0.0139, -0.0142, 0.0215
Si, -0.0091, 0.0649, 0.0252
Si, -0.0809, 0.0314, -0.0192
Si, 0.0244, 0.0299, 0.007
Si, -0.0414, -0.0478, -0.0206
Si, 0.0503, -0.0029, -0.0139
Si, 0.051, -0.0343, -0.0119
Si, 0.0108, -0.0723, -0.0089
Si, 0.0098, -0.03, -0.0107
Si, -0.007, 0.0164, -0.0149
Si, 0.0803, 0.0054, -0.0107
Si, 0.0157, -0.0201, -0.0016
Si, -0.0151, -0.0407, -0.0109
Si, -0.0071, 0.0141, 0.0126
Si, -0.0071, 0.0822, 0.0195
Si, -0.0842, 0.0335, 0.0164
Si, -0.0355, 0.0092, 0.0211
Si, 0.0054, 0.0504, 0.0116
Si, -0.0277, 0.0259, 0.0043
Si, 0.0149, -0.0257, 0.0237
Si, -0.0704, -0.0025, 0.0101
Si, -0.015, -0.0043, 0.0136
Si, -0.01, -0.0537, -0.0018
Si, 0.0467, -0.0701, -0.0123
Si, 0.1312, 0.0093, -0.0043
Si, 0.0137, 0.0167, -0.0036
Si, -0.0259, -0.0009, 0.0191
Si, 0.0656, -0.0004, 0.0075
Si, 0.0282, -0.0856, -0.0024
Si, -0.2053, 0.1003, 0.2329
Si, -0.1213, 0.0429, 0.3617
Si, -0.0573, 0.1368, -0.4531
Si, -0.0652, 0.2342, -0.4344
Si, -0.0931, 0.0187, 0.4934
Si, 0.0101, 0.2043, 0.3829
Si, 0.1288, 0.0816, -0.5079
Si, -0.1551, -0.0959, -0.3458
Si, -0.0631, -0.0401, 0.0105
Si, -0.0448, 0.0376, 0.0373
Si, 0.0352, 0.0182, -0.0188
Si, -0.0392, 0.0786, 0.0171
Si, 0.035, -0.0673, 0.062
Si, -0.0306, 0.0158, 0.0181
Si, 0.0418, -0.0282, 0.0153
Si, 0.0388, 0.0623, 0.0174
Si, 0.0529, 0.0406, 0.097
Si, 0.1084, -0.0503, 0.0077
Si, 0.0304, -0.0723, 0.0154
Si, -0.0613, -0.0766, 0.0417
Si, -0.0468, -0.023, -0.0012
Si, -0.0043, -0.0065, 0.0293
Si, -0.0503, 0.0153, 0.0732
Si, 0.0217, -0.0256, -0.0144
Si, 0.0784, 0.1039, -0.0144
As, -0.0341, 0.0249, -0.0321
Si, -0.009, 0.2264, -0.0192
Si, -0.019, 0.0228, 0.0298
Si, 0.0491, -0.0457, 0.0619
Si, 0.0494, -0.1149, -0.0466
As, 0.0021, -0.043, -0.0366
Si, -0.1107, 0.0584, 0.2018
O, 0.0443, -0.0077, 0.0168
O, 0.0052, 0.0492, 0.0134
O, -0.0023, 0.0358, 0.0409
O, 0.0152, -0.0287, 0.0377
O, -0.0279, -0.0406, 0.0187
O, -0.0491, -0.1265, -0.0868
O, -0.0033, 0.0181, 0.059
O, 0.0144, 0.0306, 0.0025
O, 0.0622, -0.023, 0.0662
O, -0.024, 0.0051, 0.0719
O, -0.0198, 0.004, 0.0044
O, 0.0534, 0.019, 0.0812
Si, 0.0052, -0.0088, -0.015
Si, -0.0075, -0.0035, 0.0103
Si, 0.0092, -0.0052, -0.0206
Si, 0.0023, -0.0056, -0.0122
Si, 0.0325, -0.0452, 0.0397
Si, -0.0216, 0.0261, -0.0156
Si, -0.0065, 0.0115, -0.0007
Si, 0.0487, -0.0063, 0.0616
Si, -0.0101, -0.0194, -0.0144
Si, -0.0173, -0.0025, -0.0333
Si, -0.0113, 0.001, -0.0158
Si, -0.0046, 0.0503, 0.0118
Si, -0.0086, -0.0189, -0.083
Si, 0.0518, -0.0023, -0.0837
Si, -0.0005, -0.0138, -0.0262
Si, 0.004, -0.0153, 0.0116
Si, 0.0071, 0.0078, -0.017
Si, -0.0066, 0.0087, -0.0118
Si, -0.0023, -0.0063, -0.0078
Si, 0.0063, -0.0067, 0.0078
Si, -0.0071, -0.0022, -0.0185
Si, -0.032, -0.019, 0.1007
Si, 0.015, -0.0151, -0.0814
Si, -0.0047, 0.0026, 0.0121
Si, 0.0188, -0.0193, 0.034
Si, -0.0054, 0.0179, -0.0122
Si, 0.0103, -0.0123, -0.0217
Si, 0.0012, 0.003, 0.0968
Si, 0.0039, 0.0004, -0.0206
Si, -0.0681, 0.038, -0.1264
Si, -0.004, 0.0004, -0.0122
Si, -0.0129, 0.0049, -0.076
Si, -0.0032, 0.0013, 0.0068
Si, -0.0065, 0.0073, -0.0228
Si, 0.0153, -0.0173, -0.0113
Si, 0.0034, 0.0142, -0.0089
Si, 0.0002, 0.0089, -0.0204
O, 0.0001, -0.0043, -0.0012
O, 0.0066, 0.0091, 0.0065
O, -0.0106, 0.0078, 0.0097
O, 0.0049, -0.0143, -0.0042
O, 0.0003, 0.0005, 0.0008
O, -0.0157, 0.0195, -0.0247
O, 0.0099, 0.0033, -0.0174
O, -0.007, -0.0045, -0.0023
O, -0.0151, -0.023, 0.023
O, -0.006, -0.0082, 0.0255
O, 0.0117, -0.0267, -0.0092
O, -0.0179, 0.0049, 0.0079
O, -0.0006, 0.0005, 0.0113
O, -0.0496, -0.0005, 0.0255
O, -0.0041, 0.0017, 0.0115
O, 0.0062, -0.0021, 0.0153
O, -0.0032, -0.0045, 0.0137
O, -0.0094, -0.0067, 0.0108
O, -0.002, 0.0013, 0.003
O, -0.0116, 0.0147, 0.0178
O, 0.0018, -0.005, 0.0072
O, 0.009, 0.0001, 0.0078
O, 0.0054, 0.0066, 0.0199
O, 0.0011, 0.0101, 0.0079
O, 0.0164, -0.0027, -0.0151
O, 0.0012, 0.0066, -0.0175
O, -0.0005, 0.0059, 0.0188
O, 0.0052, 0.0004, -0.0049
O, -0.0248, 0.0003, -0.0178
O, 0.0008, 0.0041, 0.0102
O, -0.0064, -0.0023, 0.0102
O, -0.0029, 0.0012, 0.0045
O, 0.0021, -0.0052, 0.0102
O, 0.007, -0.0046, 0.0091
O, 0.0056, -0.0064, 0.0102
O, -0.0028, -0.0017, 0.0088
O, 0.0008, 0, 0.0113
O, 0.0002, -0.0005, 0.0163
O, -0.0007, -0.0075, -0.0038
O, 0.0253, 0.0528, 0.029
O, -0.0165, -0.0046, -0.0329
O, 0.0188, -0.0095, 0.0086
O, 0.0335, -0.0449, -0.0431
O, 0.0456, 0.0352, -0.0458
O, 0.0036, 0.0041, 0.0182
O, 0.0108, -0.0184, 0.0248
O, 0.0181, -0.008, 0.0049
O, 0.0007, -0.0015, -0.0149
O, -0.0034, -0.0154, 0.0062
O, 0.0012, -0.0113, 0.0108
O, 0.0276, 0.0201, -0.0454
O, -0.0071, 0.0043, 0.0107
O, -0.0081, -0.0017, 0.0098
O, 0.0013, -0.0026, 0.0065
O, 0.0056, -0.0021, 0.0029
O, 0.009, -0.0012, 0.0168
O, -0.0006, 0.0039, 0.0021
O, -0.0009, -0.0034, 0.001
O, -0.0098, 0.0131, -0.0019
O, -0.0091, -0.0097, 0.0005
O, 0.002, 0.0023, 0.0179
O, 0.0048, 0.0122, 0.0203
O, 0.0005, 0.0036, 0.0058
O, -0.0001, 0.0134, -0.0217
O, 0.0128, -0.0066, 0.0007
O, -0.0147, 0.0015, -0.0015
O, -0.0157, -0.0046, -0.0175
O, 0.0032, 0.0058, 0.002

The program warned: the cutoff lies below the one the program advises for these potential files; the exchange-correlation potential is rough where the density is thin.
